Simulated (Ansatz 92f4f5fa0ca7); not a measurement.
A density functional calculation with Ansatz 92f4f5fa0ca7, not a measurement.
Periodic cell of 221 atoms, Si132O88H1, from a study of silicon, its oxide and their interface. The atomic structure is a simulated model.
Doubt: the cutoff is far below the 930 eV that the study's wrapper takes by default for these files, so forces and energies are approximate.
This geometry differs little from another in the collection (a relaxation step or a small displacement).

Settings: functional PBE; potential files Ansatz PAW; basis plane waves; wave-function cutoff 580 eV; density cutoff ratio 5; exchange-correlation grid ratio 1; k mesh 1 x 1 x 1, Gamma-centred; self-consistency stop 5e-08 eV per atom in the density residual; occupations fixed; spin none; net charge +1 e, with a uniform compensating background and no finite-size correction.

Cell vectors (angstrom)
a	10.938	0	0
b	0	10.938	0
c	0	0	32.5748

Atoms: element, x, y, z (angstrom)
Si	-0.2646	0.2898	25.1806
Si	5.6658	-0.2943	25.1714
Si	2.3633	2.9945	25.0974
Si	8.4645	2.5111	25.152
Si	0.1297	5.2316	24.9679
Si	5.2193	5.7844	25.1071
Si	2.981	7.9987	25.0667
Si	7.8943	8.4321	25.1037
Si	1.3042	1.4283	26.4948
Si	6.8211	1.3611	26.4052
Si	4.0447	4.1327	26.3465
Si	9.5803	4.115	26.4404
Si	1.3257	6.8295	26.3062
Si	6.7844	6.8763	26.4722
Si	4.0845	9.5321	26.4833
Si	9.5203	9.5781	26.4026
Si	2.7155	0.0201	27.7854
Si	8.1847	0.0095	27.8045
Si	-0.0287	2.7753	27.8557
Si	5.4374	2.7585	27.7414
Si	2.6999	5.4922	27.7604
Si	8.1881	5.4848	27.7779
Si	-0.0091	8.2044	27.7378
Si	5.4515	8.2135	27.8599
Si	4.1018	1.3673	29.1565
Si	9.5708	1.3673	29.1565
Si	1.3673	4.1018	29.1565
Si	6.8362	4.1018	29.1565
Si	4.1018	6.8362	29.1565
Si	9.5708	6.8362	29.1565
Si	1.3673	9.5708	29.1565
Si	6.8362	9.5708	29.1565
Si	0	0	30.5238
Si	5.469	0	30.5238
Si	2.7345	2.7345	30.5238
Si	8.2035	2.7345	30.5238
Si	0	5.469	30.5238
Si	5.469	5.469	30.5238
Si	2.7345	8.2035	30.5238
Si	8.2035	8.2035	30.5238
Si	1.3673	1.3673	31.891
Si	6.8362	1.3673	31.891
Si	4.1018	4.1018	31.891
Si	9.5708	4.1018	31.891
Si	1.3673	6.8362	31.891
Si	6.8362	6.8362	31.891
Si	4.1018	9.5708	31.891
Si	9.5708	9.5708	31.891
Si	2.7345	0	0.6835
Si	8.2035	0	0.6835
Si	0	2.7345	0.6835
Si	5.469	2.7345	0.6835
Si	2.7345	5.469	0.6835
Si	8.2035	5.469	0.6835
Si	0	8.2035	0.6835
Si	5.469	8.2035	0.6835
Si	4.1018	1.3673	2.0507
Si	9.5708	1.3673	2.0507
Si	1.3673	4.1018	2.0507
Si	6.8362	4.1018	2.0507
Si	4.1018	6.8362	2.0507
Si	9.5708	6.8362	2.0507
Si	1.3673	9.5708	2.0507
Si	6.8362	9.5708	2.0507
Si	0	0	3.418
Si	5.469	0	3.418
Si	2.7345	2.7345	3.418
Si	8.2035	2.7345	3.418
Si	0	5.469	3.418
Si	5.469	5.469	3.418
Si	2.7345	8.2035	3.418
Si	8.2035	8.2035	3.418
Si	1.4306	1.2988	4.7806
Si	6.8607	1.3704	4.8602
Si	4.1742	4.0397	4.7998
Si	9.5815	4.0695	4.7742
Si	1.4102	6.7949	4.7507
Si	6.7774	6.8726	4.7372
Si	4.1253	9.5611	4.8338
Si	9.5641	9.6104	4.7393
Si	2.8181	-0.019	6.2661
Si	8.271	0.0181	6.2263
Si	0.0385	2.6643	6.0947
Si	5.5699	2.7534	6.3266
Si	2.7694	5.4072	6.1075
Si	8.1528	5.4841	6.0059
Si	0.05	8.2351	5.9879
Si	5.4706	8.1962	6.2385
Si	3.9291	1.6267	7.628
Si	9.9898	1.0782	7.5267
Si	1.6151	3.7895	7.3796
Si	6.7189	4.482	7.5819
Si	4.2998	6.5304	7.4786
Si	9.3576	7.0824	7.1533
Si	1.1939	9.6561	7.449
Si	7.1763	9.2957	7.4819
O	1.2708	4.1076	24.5107
O	6.7917	9.5663	24.6036
O	2.7464	2.7289	7.9295
O	8.3138	8.1534	7.8662
O	5.4881	5.5051	8.0138
O	0.0911	-0.1491	7.9201
O	4.1032	6.8851	24.5594
O	9.5608	1.3861	24.6171
O	1.6467	8.8568	8.8348
O	0.8855	4.2485	8.7808
O	9.7354	1.7349	9.0473
O	6.6904	9.8886	8.9567
O	4.4473	1.2204	9.1541
O	3.4847	6.9532	8.8539
O	7.551	4.1914	9.0096
O	10.0541	6.2323	8.3523
O	2.9095	2.1544	23.7821
O	4.8381	0.2535	23.8554
O	7.9214	3.3059	23.8097
O	10.2975	5.7718	23.5792
O	8.4289	7.6877	23.7281
O	2.4306	8.755	23.6949
O	6.0428	5.2558	23.7708
O	0.5234	10.6363	23.865
Si	3.229	9.26	11.9178
Si	8.2149	4.7886	10.3751
Si	7.0865	4.7311	17.5127
Si	4.2963	1.601	23.142
Si	12.3798	3.2866	19.2605
Si	8.0231	-2.9726	14.5168
Si	1.0853	9.3718	23.0237
Si	4.0525	12.9012	20.1349
Si	-2.3569	2.9519	12.6481
Si	-3.9111	14.1902	20.1743
Si	1.1133	-4.6154	18.5424
Si	0.8896	11.2091	12.4576
Si	10.3392	9.7683	14.8524
Si	-6.0023	3.1066	16.0763
Si	7.2031	10.2638	10.454
Si	0.6696	17.6451	15.5007
Si	-1.3779	4.175	15.4342
Si	0.0051	5.4355	9.4206
Si	5.0159	7.4191	13.4988
Si	6.5671	3.8682	23.1125
Si	7.4753	7.6533	17.3914
Si	9.8197	1.0519	10.5272
Si	2.1949	11.5921	18.2196
Si	9.7811	1.8602	19.7618
Si	4.6518	0.77	10.6935
Si	3.0261	2.2016	13.0328
Si	2.2085	7.5615	9.6507
Si	5.9057	9.6321	15.6366
Si	3.191	5.011	14.4486
Si	9.6994	7.1356	22.8785
Si	11.2935	10.215	20.2677
Si	7.2999	-3.6016	11.746
Si	-1.3679	7.5481	19.81
Si	3.6242	0.5332	15.7731
Si	9.643	12.3487	16.5638
Si	7.0751	1.4981	14.7764
O	4.341	9.9658	15.7791
O	10.2682	-0.0661	16.0918
O	8.7126	-0.1313	10.5635
O	0.1756	8.2696	15.0303
O	4.3939	-4.798	14.2396
O	2.8331	14.0344	20.1333
O	1.8794	5.9827	14.6163
O	-1.7729	14.8187	13.8687
O	-2.8488	1.5262	16.0426
O	-1.0824	4.7886	10.4569
O	10.4996	-4.4821	19.0381
O	8.3285	7.3585	15.9849
O	-3.1809	1.7147	13.3317
O	3.4501	12.1628	14.3099
O	1.3696	9.9	21.5002
O	8.2015	7.1295	13.151
O	8.2854	2.2033	20.3265
O	10.3235	8.967	19.9401
O	4.0624	1.2372	21.5796
O	-3.7331	8.905	11.384
O	6.8657	4.123	21.5329
O	8.3097	7.8566	18.7608
O	12.2145	10.4644	18.9385
O	6.585	6.3016	17.5214
O	-2.6834	4.4766	16.3942
O	9.6571	2.1908	11.6936
O	10.7864	10.6768	13.5877
O	5.9524	2.6991	14.8479
O	6.482	10.9069	14.8429
O	-0.5027	16.4989	15.4434
O	-2.1673	-1.5518	14.4653
O	4.0062	1.8341	11.7721
O	-7.3307	11.7443	19.0453
O	2.7343	7.9536	11.1413
O	5.8045	6.8684	12.2187
O	2.1569	-3.822	19.5068
O	6.2342	8.26	14.5453
O	9.204	6.9696	21.3004
O	1.4765	12.71	12.7617
O	-0.0467	8.2234	22.9289
O	6.5913	9.0213	16.9909
O	-3.4081	4.2888	19.0038
O	2.309	0.1829	16.6498
O	-0.0319	3.0605	19.9727
O	1.4833	4.7444	18.5646
O	4.0183	10.2122	10.8866
O	5.4084	2.7603	23.3021
O	3.6835	4.1044	15.7205
O	5.5702	13.481	19.8279
O	-3.2464	3.9209	11.6712
O	4.0981	8.6962	13.2013
O	6.2358	0.5207	11.025
O	9.6244	1.4486	18.1776
O	-0.6046	13.7472	15.9801
O	4.456	1.6501	16.6385
O	1.502	13.0621	18.1064
O	5.7628	-7.0738	17.2126
O	1.0464	6.499	10.0672
O	1.2246	6.9017	17.0114
O	2.0615	10.1069	12.6099
O	7.7786	6.3687	10.568
O	11.2186	0.2994	10.9496
O	10.3464	11.5032	20.5752
O	3.0592	3.8417	13.2848
H	2.4608	-2.9386	19.2426

Results
free energy: -133981.921 eV
free energy less fixed offsets of H -15.97, O -568.88, Si -635.61 eV per atom: -3.991 eV

Forces (eV/angstrom), in the order of the atoms: element, x, y, z
Si	-0.0007	-0.0007	-0.0011
Si	0.0002	0.001	0.0018
Si	0	0.0006	-0.0013
Si	-0.0002	-0.0014	-0.0001
Si	0.0007	0.0004	-0.0007
Si	0.0001	-0.0004	-0.0017
Si	0.0002	-0.0009	0.0003
Si	0.001	0	-0.0007
Si	0	0	0.0014
Si	0.0006	-0.0002	-0.0007
Si	0.0004	-0.0007	0.0004
Si	-0.0002	-0.0001	0.0004
Si	-0.0004	-0.0001	-0.0006
Si	0.0007	-0.0005	0.0016
Si	0.0002	-0.0005	0.0005
Si	0.0004	-0.0007	-0.0005
Si	0.0007	-0.0005	-0.0013
Si	-0.0003	0.0006	0.0006
Si	0.0001	-0.0002	-0.0004
Si	0.0002	-0.0003	-0.0013
Si	-0.0001	0.0003	0.0007
Si	0.0004	-0.0002	-0.0017
Si	0.0004	-0.0004	-0.0016
Si	-0.0006	0.0004	-0.0009
Si	0.0216	0.113	-0.1699
Si	-0.1719	-0.0119	0.2666
Si	0.1168	0.2692	0.2482
Si	-0.1207	-0.016	-0.2404
Si	-0.2831	-0.175	0.1922
Si	0.0517	0.0599	-0.209
Si	-0.1132	-0.0608	-0.2278
Si	0.0287	0.1446	0.3588
Si	-0.0323	-0.0196	-0.0181
Si	0.0786	-0.0153	0.0026
Si	0.0211	0.0426	-0.0183
Si	-0.018	-0.1133	0.0026
Si	0.0724	0.0036	-0.0073
Si	-0.0695	-0.0456	-0.0118
Si	0.0187	-0.0647	-0.0022
Si	0.0189	0.037	-0.0193
Si	0	0.0011	-0.02
Si	-0.0254	0.0632	-0.005
Si	0.0211	-0.0254	0.0016
Si	0.0148	0.061	-0.0368
Si	-0.0861	0.0033	-0.0205
Si	0.0129	0.0237	-0.0254
Si	-0.0408	0.0223	-0.0272
Si	-0.01	-0.0125	-0.0065
Si	0.0413	-0.0433	0.0272
Si	-0.0003	-0.0083	0.0096
Si	-0.0231	-0.0275	0.0133
Si	0.0194	-0.0346	0.0295
Si	0.0019	0.0464	0.0016
Si	0.0056	-0.044	0.0233
Si	0.0666	-0.0144	0.0208
Si	-0.0015	-0.0075	0.0182
Si	-0.0494	0.0713	0.006
Si	0.0562	0.035	0.0042
Si	-0.0241	0.032	0.0165
Si	-0.007	0.0576	0.0247
Si	-0.0289	-0.0553	-0.016
Si	-0.0252	0.0195	0.0281
Si	-0.0886	0.0168	0.0111
Si	0.0768	0.0111	-0.0089
Si	0.2042	0.0849	-0.347
Si	0.124	0.0601	0.4525
Si	0.293	-0.2359	0.0586
Si	-0.084	-0.1871	0.0887
Si	0.0114	-0.1912	-0.0771
Si	-0.2053	-0.1071	-0.255
Si	0.2623	0.0693	0.062
Si	-0.1392	0.1642	-0.1978
Si	0.0025	-0.0007	-0.0025
Si	0.0008	0.0001	0.0011
Si	-0.0001	0.0017	0.0077
Si	0.0029	-0.0008	-0.0007
Si	0.002	-0.0012	0.002
Si	0.0003	-0.0097	0.0043
Si	0.0024	-0.0046	-0.0001
Si	0.0023	-0.0014	-0.0115
Si	-0.0009	0.006	0.0039
Si	-0.0056	0.0094	-0.0003
Si	-0.0033	0.0046	-0.0024
Si	-0.0068	0.0048	0.0029
Si	0.0004	-0.0036	-0.007
Si	-0.0119	0.0082	0.0062
Si	0.0027	-0.0016	0.0085
Si	-0.001	0.0057	-0.0047
Si	0.0048	-0.0006	-0.0061
Si	-0.0006	-0.0023	0.0132
Si	0.0066	-0.0039	-0.0004
Si	0.0052	-0.0008	-0.015
Si	0.0087	-0.0084	-0.0052
Si	0.0063	-0.0119	-0.0044
Si	0.0014	-0.0034	0.0083
Si	-0.005	-0.0031	0.0143
O	-0.0009	0.0012	0.0006
O	0	0.0005	-0.0008
O	-0.005	0.0002	0.0053
O	-0.0019	0.0041	-0.002
O	0.0021	-0.0013	0.0135
O	0.0045	-0.0026	-0.01
O	-0.0018	0.0012	-0.0001
O	-0.0013	0.0018	0.0005
O	-0.0006	0.0013	-0.0003
O	0.002	0.0003	-0.0061
O	-0.0014	0.0032	-0.0067
O	-0.0002	-0.0006	-0.0088
O	-0.0001	-0.0012	0.0022
O	-0.0071	0.0045	-0.0045
O	-0.0003	0.0016	0.0022
O	-0.0021	0.0031	0
O	-0.0004	0.0002	0.0013
O	-0.0002	-0.0006	0.0007
O	0.0008	-0.0004	0.0012
O	0.0005	-0.0007	0.0019
O	-0.0007	0.0004	0.0016
O	0.0005	-0.0001	0.0009
O	-0.0002	0.0001	0.0011
O	-0.0007	0.0012	0.0018
Si	-0.0072	0.0018	0.0003
Si	-0.0022	-0.0013	0.0013
Si	0.001	-0.0012	0
Si	0.0005	0.0007	-0.0014
Si	-0.0001	0.0017	-0.0003
Si	0.0073	-0.0038	0.0011
Si	-0.0004	-0.0013	-0.0012
Si	-0.0003	0.0009	-0.0012
Si	-0.0006	-0.0004	0.0007
Si	0.0009	-0.0007	-0.0008
Si	-0.0019	-0.001	0.0004
Si	0.0021	-0.0025	0.0018
Si	0.0033	0.0018	0.0006
Si	0.0009	0.0005	-0.0004
Si	-0.008	0.0031	-0.0012
Si	0.0003	-0.0007	0.0025
Si	0.0006	-0.0001	-0.0001
Si	-0.0021	0.0018	0.0027
Si	-0.0047	-0.0036	-0.008
Si	0.0003	-0.0001	-0.0024
Si	0.0007	-0.003	-0.0002
Si	0.0026	0.0023	0.0038
Si	0.0001	0.0012	-0.0002
Si	0.0009	0.0004	-0.001
Si	0.0007	-0.0012	0.0018
Si	-0.0017	0.0002	-0.0014
Si	0.0008	0.0025	0.004
Si	0.0005	0.0016	0.0048
Si	-0.002	-0.0016	0.0024
Si	0.0009	0	-0.0017
Si	-0.0006	0.0009	-0.0005
Si	0.005	-0.0017	0.0001
Si	0.0008	-0.0016	0.0002
Si	-0.0023	0.0022	-0.0009
Si	0.0002	0.0007	0.0003
Si	0.0022	0.0028	-0.0011
O	0.0022	-0.0031	-0.0003
O	-0.0005	-0.0013	-0.0002
O	0.0067	-0.0017	0.0032
O	-0.0006	0.0015	0
O	0.0023	0.0016	0.0007
O	0.0004	-0.0005	0.001
O	0.0001	-0.0001	-0.0005
O	0	0.0005	0.0001
O	-0.0008	-0.0003	-0.0002
O	0.0013	0.0013	-0.0016
O	-0.0026	0.0013	0.0027
O	0.0008	0.0017	-0.0009
O	0.0001	0	0.0001
O	0.0003	-0.0007	0.0009
O	0.0008	-0.0006	0.0007
O	-0.0019	-0.0002	-0.0004
O	-0.0005	0.0001	0.0009
O	0.0004	-0.0003	0.0004
O	0.0004	-0.0006	0.0008
O	-0.0019	-0.0011	0.0019
O	-0.0003	-0.0001	0.0011
O	-0.0019	0.001	-0.0004
O	-0.0005	-0.0007	0.0005
O	0.0003	0.0008	0.0007
O	0.0003	0.0003	-0.0003
O	0.0004	0.0002	-0.0006
O	0.0005	0.0006	-0.0005
O	0.0002	-0.0002	0.0005
O	-0.0007	-0.0029	-0.0008
O	0.0002	0.0003	0.0004
O	-0.0051	-0.0009	-0.0018
O	-0.0012	0.0004	0.0007
O	0.0001	-0.0009	0.0003
O	0.0018	0.0049	-0.0033
O	-0.0021	-0.0022	0.0017
O	0.0755	0.1166	-0.0557
O	0.002	0.0045	0.0054
O	-0.0002	0.0003	-0.0004
O	0.0031	-0.0011	-0.0001
O	0	0.0002	0.0008
O	-0.0021	0.0028	-0.0016
O	-0.0002	0.0004	-0.0001
O	0.0015	-0.0005	-0.0003
O	0.0005	-0.0002	0.0009
O	0.001	-0.0063	-0.0002
O	-0.0028	0.0007	0.0012
O	-0.0005	-0.0003	0.0005
O	-0.0002	0.0006	0.0003
O	-0.0002	-0.0004	0.0009
O	-0.0001	0.0004	-0.0001
O	0.0005	0.0039	0.0003
O	-0.003	-0.0017	0.0001
O	-0.0002	0	-0.0002
O	-0.0004	0.0003	0.0006
O	-0.0002	-0.0004	0.0009
O	-0.0003	-0.0014	0.0006
O	-0.0002	-0.0005	0.0008
O	0.0019	0.0017	-0.0007
O	-0.0009	0.0004	-0.0022
O	0.003	-0.002	-0.0049
O	0.0008	0.0016	0.0001
O	0.0006	-0.0001	-0.0004
O	0.0006	-0.0005	0.0003
O	-0.0001	-0.0002	-0.0006
H	-0.0722	-0.1104	0.0585

The program warned: the cutoff lies below the one the program advises for these potential files; the forces do not sum to zero within the program's tolerance; the exchange-correlation potential is rough where the density is thin.
